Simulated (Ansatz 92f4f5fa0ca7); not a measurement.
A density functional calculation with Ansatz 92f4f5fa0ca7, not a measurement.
Periodic cell of 351 atoms, Si241O110, from a study of silicon, its oxide and their interface. The atomic structure is a simulated model.
Doubt: the cutoff is far below the 930 eV that the study's wrapper takes by default for these files, so forces and energies are approximate.

Settings: functional PBE; potential files Ansatz PAW; basis plane waves; wave-function cutoff 580 eV; density cutoff ratio 5; exchange-correlation grid ratio 1; k mesh 1 x 1 x 1, Gamma-centred; self-consistency stop 5e-08 eV per atom in the density residual; occupations fixed; spin none; net charge 0.

Cell vectors (angstrom)
a  11.6015  0  0
b  0  13.3963  0
c  0  0  40.2329

Atoms: element, x, y, z (angstrom)
Si  0  2.2327  1.1851
Si  3.8672  2.2327  1.1851
Si  7.7343  2.2327  1.1851
Si  1.9336  5.5818  1.1851
Si  5.8008  5.5818  1.1851
Si  9.6679  5.5818  1.1851
Si  0  8.9308  1.1851
Si  3.8672  8.9308  1.1851
Si  7.7343  8.9308  1.1851
Si  1.9336  12.2799  1.1851
Si  5.8008  12.2799  1.1851
Si  9.6679  12.2799  1.1851
Si  1.9336  1.1164  1.9745
Si  5.8008  1.1164  1.9745
Si  9.6679  1.1164  1.9745
Si  0  4.4654  1.9745
Si  3.8672  4.4654  1.9745
Si  7.7343  4.4654  1.9745
Si  1.9336  7.8145  1.9745
Si  5.8008  7.8145  1.9745
Si  9.6679  7.8145  1.9745
Si  0  11.1635  1.9745
Si  3.8672  11.1635  1.9745
Si  7.7343  11.1635  1.9745
Si  1.9336  1.1164  4.3426
Si  5.8008  1.1164  4.3426
Si  9.6679  1.1164  4.3426
Si  0  4.4654  4.3426
Si  3.8672  4.4654  4.3426
Si  7.7343  4.4654  4.3426
Si  1.9336  7.8145  4.3426
Si  5.8008  7.8145  4.3426
Si  9.6679  7.8145  4.3426
Si  0  11.1635  4.3426
Si  3.8672  11.1635  4.3426
Si  7.7343  11.1635  4.3426
Si  0  0  35.8923
Si  3.8672  0  35.8923
Si  7.7343  0  35.8923
Si  1.9336  3.3491  35.8923
Si  5.8008  3.3491  35.8923
Si  9.6679  3.3491  35.8923
Si  0  6.6981  35.8923
Si  3.8672  6.6981  35.8923
Si  7.7343  6.6981  35.8923
Si  1.9336  10.0472  35.8923
Si  5.8008  10.0472  35.8923
Si  9.6679  10.0472  35.8923
Si  0  0  38.2605
Si  3.8672  0  38.2605
Si  7.7343  0  38.2605
Si  1.9336  3.3491  38.2605
Si  5.8008  3.3491  38.2605
Si  9.6679  3.3491  38.2605
Si  0  6.6981  38.2605
Si  3.8672  6.6981  38.2605
Si  7.7343  6.6981  38.2605
Si  1.9336  10.0472  38.2605
Si  5.8008  10.0472  38.2605
Si  9.6679  10.0472  38.2605
Si  0  2.2327  39.0498
Si  3.8672  2.2327  39.0498
Si  7.7343  2.2327  39.0498
Si  1.9336  5.5818  39.0498
Si  5.8008  5.5818  39.0498
Si  9.6679  5.5818  39.0498
Si  0  8.9308  39.0498
Si  3.8672  8.9308  39.0498
Si  7.7343  8.9308  39.0498
Si  1.9336  12.2799  39.0498
Si  5.8008  12.2799  39.0498
Si  9.6679  12.2799  39.0498
Si  -0.0375  0.2096  28.5868
Si  4.2481  0.1697  28.5022
Si  9.693  -1.0513  29.3398
Si  1.8178  3.3137  28.9003
Si  5.7367  3.3992  28.7801
Si  9.5252  3.4709  28.8757
Si  -0.0553  6.6272  29.0191
Si  3.7915  6.6993  28.6145
Si  7.7757  6.7804  29.1336
Si  1.6836  9.9567  28.7983
Si  5.8004  9.9874  28.8521
Si  9.4621  10.0242  28.8897
Si  -0.1395  2.2986  29.6276
Si  3.8244  2.2584  29.5617
Si  7.6734  2.1781  29.4176
Si  1.9531  5.573  29.5719
Si  5.7363  5.6551  29.5
Si  9.6345  5.5761  29.8401
Si  -0.193  8.8724  29.6362
Si  3.7497  8.9304  29.3958
Si  7.641  8.9774  29.9027
Si  1.6858  12.2137  29.3759
Si  5.9556  12.2685  29.4034
Si  7.8137  13.3684  28.4321
Si  -0.0619  2.2464  31.9795
Si  3.8466  2.224  31.9377
Si  7.7003  2.1945  31.8544
Si  1.9416  5.5734  31.9492
Si  5.7619  5.6023  31.9127
Si  9.6547  5.5656  32.1433
Si  -0.0751  8.9351  31.9911
Si  3.8166  8.9313  31.8247
Si  7.6888  8.9442  32.1902
Si  1.9326  12.3056  31.811
Si  5.8249  12.2884  31.8299
Si  9.6817  12.3041  31.8053
Si  1.9017  1.1137  32.7048
Si  5.7812  1.0982  32.7056
Si  9.622  1.1027  32.7299
Si  0.0198  4.4629  32.7991
Si  3.8636  4.4537  32.7537
Si  7.6775  4.4301  32.738
Si  1.9021  7.8232  32.7242
Si  5.7157  7.817  32.7715
Si  9.6385  7.8119  32.8546
Si  0.003  11.1999  32.6973
Si  3.8659  11.1687  32.6388
Si  7.747  11.2245  32.7401
Si  1.9319  1.1125  35.0842
Si  5.8  1.1128  35.0859
Si  9.6593  1.1129  35.0996
Si  0.0073  4.4636  35.1389
Si  3.8671  4.4637  35.1149
Si  7.7221  4.456  35.0996
Si  1.9343  7.8153  35.0975
Si  5.7843  7.8117  35.1227
Si  9.6696  7.8164  35.1731
Si  -0.0029  11.1727  35.0823
Si  3.8677  11.1658  35.0477
Si  7.7385  11.1805  35.1049
Si  0.0009  0.0031  5.1641
Si  3.8636  0.0014  5.1507
Si  7.7389  0.0017  5.1437
Si  1.9255  3.3361  5.1405
Si  5.8013  3.3396  5.1481
Si  9.6773  3.3466  5.15
Si  -0.0049  6.6948  5.1043
Si  3.874  6.6979  5.1193
Si  7.7476  6.6938  5.1145
Si  1.9366  10.0572  5.109
Si  5.8092  10.0501  5.105
Si  9.6692  10.0519  5.136
Si  0.0038  -0.001  7.556
Si  3.8595  0.0183  7.5303
Si  7.7584  0.0113  7.5199
Si  1.9004  3.2997  7.5089
Si  5.7993  3.3025  7.5282
Si  9.7272  3.3294  7.5307
Si  0.0201  6.6828  7.4501
Si  3.9264  6.6953  7.4714
Si  7.8151  6.6633  7.4681
Si  1.9759  10.0966  7.4573
Si  5.8607  10.061  7.4526
Si  9.698  10.0435  7.5044
Si  0.0003  2.1871  8.4728
Si  3.8171  2.2395  8.3731
Si  7.7888  2.2441  8.3483
Si  1.9651  5.5588  8.1598
Si  5.8811  5.5549  8.2366
Si  9.7354  5.5522  8.3686
Si  0.0783  8.9196  8.2009
Si  3.9157  8.9636  8.1899
Si  7.7638  8.8869  8.2647
Si  1.9375  12.3022  8.3788
Si  5.8097  12.293  8.2817
Si  9.6749  12.2753  8.3619
Si  -0.0885  2.1593  10.9588
Si  3.96  2.4006  10.7818
Si  7.8508  2.2661  10.7513
Si  2.0013  5.5322  10.4704
Si  5.9986  5.5828  10.5753
Si  9.8232  5.5276  10.8073
Si  0.153  8.8715  10.55
Si  3.9355  8.9971  10.519
Si  7.771  8.8135  10.6526
Si  1.8846  12.2315  10.8041
Si  5.7821  12.2944  10.6557
Si  9.6257  12.2244  10.7728
Si  1.5732  0.8647  12.0473
Si  5.8515  1.1969  11.2987
Si  9.5955  1.0121  11.7304
Si  0.2214  4.4307  11.5283
Si  3.9971  4.6697  11.3096
Si  7.8416  4.4767  11.5785
Si  2.1158  7.7392  11.2375
Si  5.7525  7.7642  11.3272
Si  9.8312  7.8138  11.2879
Si  -0.0263  11.0292  11.3994
Si  3.8707  11.1762  11.4473
Si  7.6578  11.0219  11.3521
O  3.8396  11.2081  13.1376
O  10.2597  8.1726  12.8857
O  5.2787  7.5482  12.9541
O  7.7555  4.4612  13.2958
O  0.7578  4.4838  13.1374
O  5.7297  1.4939  12.9335
O  9.4908  0.9762  13.4529
O  -0.1124  10.861  13.0635
O  3.9574  5.1721  12.9315
O  1.2567  0.6516  13.692
O  -8.6516  15.1415  11.9647
O  2.5673  7.524  12.8577
O  8.955  9.7917  27.2877
O  1.3271  9.8505  27.1701
O  6.2178  9.7242  27.2404
O  11.678  6.5628  27.3708
O  8.2895  6.93  27.5617
O  8.0478  13.174  26.7429
O  -55.0699  12.5913  28.3283
O  0.2022  0.8185  26.9844
O  9.3321  3.9429  27.2603
O  3.5398  6.6607  26.9141
O  1.6559  3.0904  27.2329
O  4.6759  0.4754  26.9025
Si  9.6  10.583  18.8601
Si  7.6145  5.3373  19.816
Si  4.0488  1.2604  25.6111
Si  6.9501  8.0247  21.0018
Si  11.1247  3.9352  24.436
Si  4.2628  6.121  25.5517
Si  0.4807  5.1169  21.9124
Si  0.3712  10.6594  14.5937
Si  10.4992  4.9781  19.233
Si  10.461  -1.0122  16.5111
Si  9.2584  8.2008  14.1714
Si  5.5599  -0.5152  23.6761
Si  8.1537  12.4386  25.2779
Si  2.3167  0.9396  17.6606
Si  4.4341  7.2059  16.4515
Si  0.1984  7.8487  15.6421
Si  5.7194  3.6269  26.4297
Si  12.3445  3.6898  17.3686
Si  3.9092  6.7454  13.431
Si  11.3434  7.8991  18.5875
Si  5.1843  3.128  16.6623
Si  6.8614  5.661  16.7206
Si  11.5015  6.8215  25.7871
Si  3.5965  10.5601  23.7451
Si  1.3708  -0.0759  15.1536
Si  8.5063  7.0321  25.9568
Si  1.1457  1.9223  26.1986
Si  4.7252  11.47  14.4805
Si  4.6302  7.7497  23.0633
Si  1.2613  -2.3764  21.9994
Si  8.5638  0.2776  14.619
Si  11.8818  8.1325  21.4449
Si  2.4576  11.8477  19.3209
Si  7.5275  10.7759  13.6642
Si  9.362  9.7334  21.6834
Si  5.7521  14.5068  14.4975
Si  1.211  9.5763  25.5867
Si  4.0379  10.2362  17.2027
Si  5.3673  12.5082  20.5179
Si  8.5536  4.0417  25.8236
Si  10.6578  11.3146  23.9438
Si  6.5251  10.1559  19.0633
Si  11.7531  4.9413  14.5756
Si  3.3076  5.2029  22.9124
Si  8.5934  5.39  14.3559
Si  4.9335  4.0033  20.7485
Si  5.1682  1.5738  19.0388
Si  7.5947  9.6624  26.359
Si  3.309  4.8889  18.2091
O  1.3501  -2.0582  20.4061
O  9.6073  10.3501  23.1543
O  3.757  3.656  17.2429
O  12.222  3.8895  15.7461
O  8.0295  10.3589  18.4704
O  3.8961  6.2851  17.6716
O  2.4311  1.1343  25.5704
O  4.6523  14.1055  24.2184
O  0.079  -1.524  22.7685
O  -0.0156  10.4972  25.01
O  7.5892  8.2855  25.4673
O  9.5904  3.4715  24.7231
O  5.134  13.0242  14.6582
O  8.2576  5.4115  15.9546
O  6.005  2.425  17.9098
O  12.2241  7.8398  17.2192
O  4.2195  9.3042  22.9208
O  6.075  7.0662  16.3908
O  6.4743  4.4855  20.5831
O  9.6896  10.8205  20.488
O  12.3554  8.0083  19.8782
O  10.3928  9.2137  18.4911
O  0.6658  6.4398  14.9773
O  10.2302  11.8666  18.0504
O  7.2944  1.2104  15.0064
O  3.9123  8.6777  16.8253
O  2.6749  -1.9808  22.7053
O  6.2519  11.1751  20.301
O  7.1807  3.1559  25.8182
O  2.6581  10.0154  24.9567
O  12.6327  9.3926  22.1788
O  1.5695  11.7224  14.8903
O  5.5139  5.2028  26.0496
O  9.713  12.4376  24.6946
O  8.2714  6.9341  13.9097
O  3.7964  -1.105  20.1344
O  11.6354  4.843  20.3894
O  0.0767  0.0352  16.1661
O  10.171  7.989  15.5105
O  2.8517  10.6654  18.2501
O  5.9515  4.4443  16.147
O  3.93  11.0745  15.8308
O  4.4996  2.8221  25.7227
O  2.5506  0.5705  16.0743
O  9.1963  -0.1025  16.0694
O  10.7207  11.0504  15.5928
O  10.8743  3.9311  18.0368
O  12.5458  7.9787  25.2659
O  4.8399  11.4996  24.2281
O  4.8461  7.3544  24.6387
O  8.1661  5.5622  25.3605
O  9.0337  4.5497  19.7962
O  1.7257  13.0696  18.5199
O  10.1469  4.9404  14.318
O  6.0657  10.5486  14.3543
O  12.9046  2.2112  17.7706
O  7.0983  13.0859  24.2003
O  0.883  9.1479  14.918
O  3.7995  6.7337  15.0433
O  7.8604  6.7608  20.5584
O  10.0181  7.41  25.4871
O  4.5216  4.2925  22.2998
O  7.8342  9.2236  21.6377
O  8.4529  9.5928  14.2862
O  11.1119  4.1963  22.8312
O  3.299  5.2192  24.5566
O  5.9397  7.5003  22.1466
O  13.577  4.5739  22.2442
O  4.904  2.1535  15.4081
O  11.6502  5.3479  25.0916
O  5.9785  0.2499  19.5084
O  10.4473  6.5332  18.7113
O  10.2813  8.412  21.4527
O  12.0813  6.7256  22.2415
O  5.5337  12.9506  22.0607
O  5.4988  10.4983  17.8627
O  13.2931  4.8403  18.0777
O  3.8741  4.7544  19.7362
O  6.2452  8.6469  19.6517
O  8.0726  12.2558  14.0152
O  3.772  1.1752  18.3226
O  7.6343  10.9044  25.341
O  4.8697  2.417  20.4024
O  12.0365  2.689  24.9411
O  3.4727  6.7706  22.4429
O  7.0823  5.5928  18.3092

Results
free energy: -215761.310 eV
free energy less fixed offsets of O -568.88, Si -635.61 eV per atom: -2.500 eV

Forces (eV/angstrom), in the order of the atoms: element, x, y, z
Si  -0.0038  0.0139  -0.006
Si  0.0017  -0.0187  0.0051
Si  0.002  0.017  0.0015
Si  -0.0117  -0.0149  0.006
Si  -0.0051  0.0072  0.027
Si  0.0074  0.0038  0.0214
Si  -0.006  0.0048  0.01
Si  0.0004  0.0155  0.0287
Si  -0.0022  -0.0039  0.0016
Si  0.0048  0.0084  -0.0012
Si  -0.0159  -0.0027  -0.0126
Si  -0.0058  -0.002  -0.0191
Si  -0.0117  -0.0331  0.0068
Si  -0.0065  -0.0266  0.0052
Si  0.0181  -0.0052  0.004
Si  0.0054  -0.0354  0.0128
Si  -0.0158  -0.0405  -0.007
Si  0.0113  -0.0658  -0.0026
Si  0.0086  -0.0039  -0.0208
Si  0.0375  -0.0149  -0.0128
Si  0.0067  0.0309  -0.0109
Si  -0.0241  0.0338  -0.0045
Si  0.0311  0.041  0.0049
Si  0.0404  0.0288  -0.0076
Si  -0.0384  -0.0768  0.0053
Si  0.0012  -0.0528  0.0739
Si  0.0661  -0.0128  0.1165
Si  0.0056  -0.1075  -0.0755
Si  -0.0152  -0.1034  0.1499
Si  0.0535  -0.1001  0.1202
Si  0.0266  0.0197  0.0315
Si  0.0873  -0.023  -0.0538
Si  0.012  0.0796  -0.1377
Si  -0.0319  0.115  0.0351
Si  0.0445  0.0923  -0.0759
Si  0.0857  0.0709  -0.0678
Si  -0.0176  0.0248  -0.0459
Si  -0.0045  -0.0581  -0.2132
Si  -0.0557  0.0801  0.1537
Si  0.0659  -0.11  0.1003
Si  -0.0532  -0.0878  0.0699
Si  -0.0794  -0.0442  -0.0671
Si  0.1437  -0.0033  0.204
Si  -0.1047  -0.0365  0.1542
Si  -0.1398  -0.0974  0.0211
Si  0.0234  0.081  -0.2447
Si  -0.0653  0.1031  -0.2036
Si  0.0225  0.1986  0.0537
Si  -0.0141  0.0103  -0.0109
Si  -0.0044  -0.0247  0.0098
Si  -0.0182  0.0414  -0.0194
Si  0.0351  -0.0359  0.0015
Si  -0.0078  -0.0363  -0.0016
Si  -0.0293  -0.0087  0.0156
Si  0.0578  0.0034  0.0106
Si  -0.0574  -0.0167  0.0012
Si  -0.0572  -0.0384  0.0167
Si  0.0146  0.0443  0.0079
Si  -0.0137  0.0604  0.013
Si  0.0118  0.0847  0.0064
Si  0.0119  -0.0103  -0.0074
Si  -0.0034  0.0209  0.0093
Si  -0.0071  -0.0234  0.0175
Si  0.0093  0.015  0.0256
Si  -0.0016  -0.0048  -0.0061
Si  0.0042  0.0056  -0.025
Si  -0.0022  -0.0137  -0.0181
Si  0.0005  -0.0219  -0.0301
Si  0.0083  0.0026  -0.0367
Si  -0.006  -0.0046  -0.0087
Si  0.0239  0.0067  0.0043
Si  -0.0025  -0.0012  0.0174
Si  0.2553  0.5445  -0.5815
Si  0.1501  0.1609  -0.9524
Si  0.0331  -0.149  0.3691
Si  0.0408  -0.1306  -0.7731
Si  0.0883  0.0962  -0.0887
Si  -0.1337  0.3592  -0.6089
Si  0.1738  0.1117  -0.536
Si  -0.2524  0.0428  -0.7318
Si  0.2241  0.017  -0.5357
Si  -0.4374  -0.2668  -0.4665
Si  0.1295  -0.1409  -0.4965
Si  -0.2303  -0.147  -0.6112
Si  -0.1061  0.0019  0.373
Si  0.052  -0.0681  0.2088
Si  -0.2536  -0.0652  0.2009
Si  -0.1456  -0.0937  0.4133
Si  0.1658  -0.1926  0.1684
Si  -0.1884  -0.1101  0.4668
Si  0.1278  -0.0018  0.3253
Si  0.0877  0.1168  0.2705
Si  -0.1715  -0.0001  0.3915
Si  0.1493  -0.1079  0.0147
Si  -0.0822  0.0762  0.2736
Si  0.2513  -0.1127  -0.5867
Si  -0.0428  -0.008  0.1075
Si  0.0085  0.0136  -0.0498
Si  0.0167  -0.0396  -0.0147
Si  0.0819  -0.0221  0.0718
Si  -0.0076  0.0626  -0.021
Si  0.0837  -0.0233  0.03
Si  0.0407  0.0109  0.0379
Si  -0.0448  -0.0908  0.1117
Si  -0.0495  0.0207  0.0077
Si  -0.088  0.004  -0.0451
Si  0.0482  0.0111  0.0451
Si  0.0393  0.0467  0.1131
Si  -0.0218  -0.013  -0.0672
Si  0.0222  -0.0031  -0.0707
Si  0.021  -0.0026  -0.1379
Si  -0.0483  -0.0189  -0.0749
Si  -0.0146  0.0593  -0.1216
Si  0.0477  0.0038  -0.245
Si  0.0067  0.0309  -0.1914
Si  0.0028  -0.0132  -0.105
Si  0.0201  0.0374  -0.0413
Si  -0.0555  -0.0415  -0.1639
Si  0.0305  0.0156  -0.1925
Si  0.0338  0.0038  -0.1213
Si  -0.033  -0.0029  0.0145
Si  0.0238  -0.0323  0.0123
Si  -0.0028  -0.0606  0.0101
Si  0.0428  -0.0186  0.007
Si  0.0419  -0.0107  -0.018
Si  -0.0276  -0.0339  0.0634
Si  -0.0016  0.0188  -0.0171
Si  -0.0495  0.0051  0.0116
Si  -0.0014  -0.0025  0.002
Si  0.0254  0.0074  0.0026
Si  -0.0004  -0.0115  0.0529
Si  0.0162  0.0523  0.0359
Si  0.0054  0.0299  -0.0186
Si  -0.0251  0.0496  -0.0166
Si  -0.0234  0.0397  -0.0053
Si  -0.0441  -0.0259  -0.0526
Si  -0.014  -0.0207  -0.0057
Si  0.0284  0.0219  -0.0299
Si  -0.0295  -0.019  -0.0158
Si  0.0338  -0.0019  -0.0261
Si  0.0303  -0.0351  -0.0113
Si  0.0185  0.0582  -0.0041
Si  0.0081  0.0274  0.0057
Si  -0.0124  -0.0156  -0.0206
Si  -0.0022  -0.0342  0.0861
Si  -0.0036  -0.0616  0.1066
Si  0.0343  0.0011  0.1454
Si  -0.0139  0.0072  0.0647
Si  0.0988  0.076  0.161
Si  -0.1136  0.0225  0.212
Si  0.0125  -0.0165  0.1574
Si  -0.0078  -0.0283  0.09
Si  -0.0569  -0.0253  0.1094
Si  0.0044  -0.0485  0.0963
Si  -0.05  -0.0185  0.114
Si  0.0391  0.0129  0.2587
Si  -0.0269  0.0152  -0.054
Si  0.039  0.059  0.0395
Si  -0.0154  0.0099  -0.0609
Si  0.0133  0.0279  -0.1116
Si  0.0138  0.006  -0.1345
Si  0.0239  0.003  -0.0346
Si  0.0467  0.0646  0.0356
Si  -0.0134  0.0641  -0.1103
Si  -0.0287  -0.0993  0.0943
Si  -0.0308  0.0046  0.0097
Si  -0.0339  0.0044  0.0142
Si  -0.0433  0.0102  0.0233
Si  0.1225  -0.1487  -0.2137
Si  -0.129  -0.2267  0.089
Si  -0.1458  -0.2203  -0.3199
Si  -0.0011  0.0881  -0.3707
Si  -0.1666  -0.0665  -0.3854
Si  -0.1499  -0.049  -0.1642
Si  -0.1433  -0.0499  -0.43
Si  0.0989  0.0116  -0.3807
Si  -0.0776  0.0318  -0.2676
Si  -0.0274  0.2047  -0.2167
Si  0.1517  -0.0389  -0.2125
Si  -0.0002  -0.1389  -0.2327
Si  -0.1316  -0.1498  0.52
Si  0.1968  0.1021  0.5319
Si  -0.2449  0.0447  0.6583
Si  0.2139  0.0025  0.5516
Si  0.0679  0.1477  0.5516
Si  0.0271  -0.0478  0.6019
Si  0.0701  -0.1189  0.5872
Si  0.013  -0.0555  0.5649
Si  0.1983  0.227  0.3467
Si  -0.1384  -0.1068  0.581
Si  -0.0689  0.0428  0.7195
Si  0.0629  0.0275  0.0417
O  -0.0757  -0.0058  -0.5491
O  -0.1155  -0.0242  -0.2701
O  0.0667  0.0346  -0.3337
O  0.0667  0.0041  -0.5498
O  -0.1498  -0.0205  -0.541
O  0.0236  -0.0448  -0.0621
O  0.1635  0.0703  -0.6792
O  -0.0669  0.027  -0.3456
O  -0.02  0.0071  -0.2809
O  -0.0095  0.1266  -0.664
O  0.3127  0.2458  -0.6354
O  -0.0395  -0.0521  -0.2281
O  0.2549  0.0417  0.2707
O  0.1087  0.0211  0.4092
O  -0.2033  0.0313  0.2907
O  0.0025  0.0361  0.1105
O  0.0075  -0.0628  -0.0238
O  -0.1208  0.2939  0.777
O  -0.1091  0.198  0.5629
O  -0.2654  -0.4928  0.5324
O  0.1299  -0.1645  0.3758
O  0.0869  0.0489  0.7758
O  0.1094  0.1665  0.3738
O  0.1095  -0.1261  0.6116
Si  0  -0.014  0.1166
Si  -0.1056  -0.0038  -0.1016
Si  0.0562  0.0716  -0.2412
Si  -0.0558  0.0299  -0.0688
Si  -0.0896  0.1139  -0.2135
Si  0.1047  -0.0367  -0.3411
Si  -0.0329  -0.0152  0.0208
Si  0.0168  0.1328  0.2336
Si  0.1278  0.0249  0.0331
Si  0.1825  0.0148  0.1231
Si  0.115  0.1154  0.3122
Si  -0.0151  -0.2315  -0.0443
Si  -0.0386  0.0012  -0.4854
Si  -0.1058  0.0248  0.109
Si  0.1551  -0.0073  0.4322
Si  0.1366  0.0405  0.2708
Si  0.1184  -0.1628  0.0554
Si  0.1617  -0.0257  0.277
Si  -0.0964  0.0439  0.1461
Si  0.0375  -0.0119  0.0667
Si  -0.0196  0.159  0.1104
Si  -0.4187  0.0772  0.3194
Si  0.0207  -0.1757  -0.1684
Si  0.0619  0.0507  -0.1555
Si  -0.0163  -0.0058  0.2332
Si  0.0215  -0.0786  0.0587
Si  0.0555  0.1839  -0.1962
Si  0.0616  -0.0399  0.2182
Si  -0.1317  0.1001  -0.2698
Si  0.0433  0.0727  -0.0306
Si  -0.1252  -0.2133  0.2363
Si  0.0718  -0.0185  -0.0142
Si  0.0644  -0.0173  -0.0262
Si  -0.0146  0.0437  -0.1553
Si  0.0341  0.0232  -0.0505
Si  -0.1621  0.085  0.047
Si  0.188  0.0358  -0.4459
Si  -0.005  -0.1692  0.2866
Si  0.0122  0.0224  -0.0365
Si  0.0796  -0.2501  -0.2671
Si  -0.0153  0.0552  -0.3151
Si  -0.0249  -0.0109  0.0059
Si  0.0882  0.0178  0.3578
Si  -0.0279  0.0875  -0.3158
Si  -0.0218  0.0278  0.3424
Si  -0.115  0.113  -0.0709
Si  0.0145  0.0248  0.0021
Si  0.071  0.049  0.0198
Si  0.0808  0.1064  0.0894
O  -0.057  -0.0074  0.0369
O  0.0162  -0.0225  0.1203
O  0.0699  -0.116  -0.1064
O  -0.0848  0.09  -0.2068
O  -0.0051  -0.0057  -0.056
O  -0.0365  0.0632  -0.1004
O  -0.0978  -0.002  0.1371
O  -0.1225  0.153  0.1733
O  -0.0238  -0.0222  0.0682
O  -0.0464  -0.067  0.1876
O  -0.0291  0.0682  0.0297
O  -0.1366  0.0528  0.1786
O  -0.0578  0.0132  -0.0957
O  0.2102  -0.0912  -0.398
O  -0.0113  -0.0707  -0.032
O  -0.0464  0.0028  -0.2188
O  0.0029  -0.0379  0.0671
O  0.0743  -0.0196  -0.1037
O  0.0488  -0.0072  0.0476
O  -0.0229  0.0071  -0.0058
O  -0.0356  -0.0029  -0.028
O  -0.0299  -0.0055  -0.0688
O  0.0071  -0.0665  -0.1155
O  -0.0138  -0.0152  -0.1047
O  0.1175  0.0647  -0.0383
O  -0.0419  0.0208  -0.0999
O  -0.0274  -0.0149  0.0844
O  -0.0023  0.0055  0.0428
O  -0.0963  0.0624  0.1936
O  -0.0979  -0.0569  0.1576
O  -0.046  -0.0926  -0.005
O  0.0267  -0.0193  -0.1718
O  -0.0634  0.084  0.1208
O  -0.0776  0.0809  0.2357
O  -0.0771  0.0585  -0.1518
O  0.0654  0.0169  0.046
O  -0.0246  -0.0119  -0.0309
O  0.0263  0.0002  -0.0574
O  -0.2604  0.0006  -0.1223
O  0.0263  0.0491  -0.0853
O  0.0564  -0.0256  -0.0741
O  0.0937  0.0772  -0.1842
O  -0.0359  -0.0354  0.0374
O  -0.0388  -0.0498  -0.1253
O  -0.1421  0.1553  -0.2272
O  0.0076  -0.0944  -0.1593
O  -0.0218  0.0507  -0.0795
O  0.0175  -0.0407  0.1481
O  0.0583  0.0352  0.0189
O  -0.0314  -0.0694  0.1778
O  0.0107  0.0809  0.0244
O  -0.0198  -0.0118  0.0361
O  0.0905  0.0372  -0.0306
O  -0.0568  -0.0028  -0.0995
O  0.0969  -0.0776  -0.0803
O  -0.0564  0.043  -0.048
O  0.1051  0.0645  0.1524
O  -0.0155  -0.0575  -0.0994
O  -0.0495  -0.004  -0.253
O  0.0246  -0.022  0.0645
O  -0.1191  0.0668  0.1405
O  0.0407  -0.0121  0.101
O  0.0117  -0.0069  0.0624
O  0.0219  -0.1675  0.0059
O  0.014  0.0121  0.1143
O  0.0021  0.0526  0.1324
O  0.0273  -0.0286  0.066
O  0.0681  0.0387  0.1034
O  0.0578  -0.1411  -0.1953
O  0.0394  0.113  0.1165
O  -0.0414  0.0082  -0.0258
O  -0.0486  -0.043  -0.0671
O  -0.0283  -0.0136  0.0799
O  -0.0128  0.0276  -0.0177
O  0.0197  0.0117  0.0374
O  0.0454  0.0666  -0.0918
O  -0.1308  -0.0474  -0.0937
O  0.0584  -0.0573  0.0372
O  0.0102  0.0051  -0.0041
O  0.0261  0.0603  0.0571
O  -0.029  -0.0094  -0.0577
O  -0.0244  -0.1427  0.0939
O  0.0112  0.0024  0.0183
O  0.1647  -0.282  0.2661
O  0.0123  -0.0611  0.1046
O  0.0706  0.0072  -0.0807

The program warned: the cutoff lies below the one the program advises for these potential files; the forces do not sum to zero within the program's tolerance; the exchange-correlation potential is rough where the density is thin.
